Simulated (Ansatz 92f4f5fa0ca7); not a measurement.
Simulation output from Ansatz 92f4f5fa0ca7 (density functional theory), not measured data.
Periodic cell of 286 atoms, Si144O106H32N4, with a vacuum gap, from a study of silicon, its oxide and their interface. The atomic structure is a simulated model.

Settings
functional: r2SCAN
potential files: Ansatz PAW
basis: plane waves
wave-function cutoff: 800 eV
density cutoff ratio: 5
exchange-correlation grid ratio: 1
k mesh: 1 x 1 x 1, shifted by 0.5 0.5 0 of a step
self-consistency stop: 1e-11 eV per atom in the density residual
occupations: fixed
spin: none
net charge: 0
applied field: sawtooth along c, amplitude +0.015 V/angstrom in the program's sign convention, ramp centred at 0.9897 of c and 0.0207 of c wide, no dipole correction

Cell vectors (angstrom)
a  10.887  0  0
b  0  10.887  0
c  0  0  48.3887

Atoms and the computed forces on them: element, x, y, z (angstrom), force x, y, z (eV/angstrom)
Si  -0.4475  -0.3346  34.5099  0.0016  0.0046  0.0335
Si  3.1024  2.4419  34.3666  0.001  -0.0065  0.0489
Si  -0.369  5.6372  34.9111  0.004  0.0013  0.0262
Si  3.1991  7.5479  34.5664  0.0019  -0.0004  0.034
Si  5.3853  0.2598  34.7033  -0.0011  -0.0041  0.0266
Si  7.7152  3.2898  34.841  0.0008  -0.0008  0.032
Si  5.4076  5.3667  35.0504  -0.001  0.0019  0.0137
Si  8.3809  7.8853  34.9773  -0.0049  -0.0002  0.0247
Si  1.1875  1.3109  35.507  0.002  -0.0136  -0.0132
Si  3.9675  3.9083  36.0937  0.0086  -0.0048  -0.0161
Si  1.4442  6.6977  35.9744  -0.0026  0.0059  -0.0144
Si  4.1488  9.4155  35.791  -0.0046  0.0031  -0.0161
Si  6.7873  1.4816  36.0864  -0.0062  0.0096  -0.0127
Si  9.3349  4.2018  36.2869  -0.0083  0.0064  -0.0144
Si  6.7948  6.7669  36.2562  0.0053  -0.0061  -0.0132
Si  9.4826  9.4512  36.2938  0.0042  -0.0034  -0.0184
Si  -0.0315  2.6536  37.1967  -0.0011  0.0146  0.0122
Si  2.6335  -0.0465  37.0645  0.0065  -0.0001  -0.0057
Si  0.1043  8.0932  37.4361  -0.0064  -0.0058  0.0041
Si  2.655  5.3251  37.4168  -0.0028  0.0056  0.0108
Si  5.4006  2.7045  37.503  0.0053  0.0039  0.0102
Si  8.1072  0.0443  37.4396  -0.0075  -0.0084  0.009
Si  5.4041  8.2158  37.4041  0.0077  -0.0053  0.0155
Si  8.0986  5.4968  37.7026  -0.0028  -0.0016  0.0062
Si  1.2745  3.9814  38.7075  -0.005  0.0063  0.0206
Si  3.9781  1.2645  38.6501  -0.0012  -0.0032  0.0206
Si  1.4171  9.5526  38.6806  -0.0163  -0.0169  0.0105
Si  4.0528  6.7707  38.7036  0.0052  -0.0123  0.0238
Si  6.7357  4.059  38.901  0.0131  0.0026  0.0017
Si  9.552  1.3652  38.7003  -0.01  0.0027  0.0308
Si  6.7523  9.5567  38.7749  0.0119  -0.0084  0.0185
Si  9.576  6.8379  38.8709  -0.0015  -0.0002  0.0023
Si  0.0128  0.0003  40.0591  0.0592  -0.0543  0.1818
Si  2.6807  2.6687  40.0591  0.0282  -0.0111  0.179
Si  0.0031  5.3789  40.1351  -0.0102  0.0305  0.1696
Si  2.7368  8.1642  40.0669  -0.036  0.0285  0.178
Si  5.3719  -0.0099  40.0978  -0.0216  0.0523  0.1848
Si  8.1944  2.6879  40.1221  -0.0565  0.0356  0.1747
Si  5.388  5.4707  40.1521  0.0055  -0.0046  0.189
Si  8.155  8.2204  40.1349  0.0229  -0.0363  0.1706
Si  1.3433  1.348  41.4605  0.0955  -0.0554  0.237
Si  4.0367  4.0675  41.4412  -0.0389  -0.0228  0.2593
Si  1.3783  6.7926  41.4274  -0.0244  -0.037  0.2548
Si  4.0834  9.4937  41.4722  -0.0723  0.0074  0.3223
Si  6.7992  1.3273  41.4354  -0.1274  0.1031  0.2669
Si  9.529  4.0485  41.4996  -0.0393  0.0819  0.422
Si  6.7927  6.8187  41.4725  0.0076  0.0509  0.3214
Si  9.5308  9.5678  41.4608  -0.0046  -0.0588  0.3233
Si  0.0237  2.7177  6.9853  -0.011  0.0671  -0.134
Si  2.717  -0.0134  6.9107  0.0543  0.0555  -0.3826
Si  0.0064  8.1651  6.8809  0.0004  0.056  -0.3571
Si  2.7283  5.4587  6.9393  0.0064  0.0189  -0.237
Si  5.4644  2.728  6.8722  0.0075  -0.1353  -0.4079
Si  8.1625  0.0052  6.9643  0.0663  -0.0579  -0.1318
Si  5.4415  8.1585  6.9723  -0.0134  -0.0341  -0.2416
Si  8.1669  5.4416  6.9149  0.0877  -0.0462  -0.4304
Si  1.3959  4.1245  8.3244  0.0086  -0.0406  -0.1622
Si  4.1013  1.3783  8.2121  -0.0118  0.0108  -0.1866
Si  1.3653  9.5053  8.2573  -0.0146  -0.0003  -0.2019
Si  4.069  6.8104  8.3428  -0.0222  0.034  -0.1674
Si  6.8144  4.0751  8.2544  0.0284  -0.0174  -0.2077
Si  9.5366  1.3591  8.3345  0.0259  -0.0381  -0.1665
Si  6.8249  9.4904  8.3216  -0.0071  0.0221  -0.1574
Si  9.5496  6.8019  8.2347  0.0018  -0.02  -0.2045
Si  0.0485  -0.035  9.6415  0.0136  0.0255  -0.0114
Si  2.8282  2.767  9.6184  -0.0032  -0.0104  -0.011
Si  0.0302  5.5286  9.6493  0.0162  0.0128  -0.021
Si  2.6622  8.178  9.7014  0.0164  0.0029  -0.0229
Si  5.4094  0.0027  9.5756  -0.0056  -0.0057  -0.0056
Si  8.1902  2.7744  9.6574  -0.0107  -0.0083  -0.0187
Si  5.4728  5.4198  9.6242  -0.0082  -0.0058  -0.0162
Si  8.2182  8.096  9.6471  -0.0046  0.0083  -0.0169
Si  1.4641  1.3883  10.8973  0.0084  -0.0118  -0.0033
Si  4.1682  4.1135  11.0568  0.0031  -0.0157  -0.0042
Si  1.2873  6.876  11.1498  -0.0072  0.0028  -0.0041
Si  4.0237  9.5955  10.9788  -0.0037  0.0189  -0.0061
Si  6.7785  1.351  10.8869  -0.0095  -0.0024  -0.0081
Si  9.6017  4.1714  10.9934  -0.0002  -0.0035  -0.0105
Si  6.87  6.6942  10.9898  0.0045  0.0026  -0.0068
Si  9.6109  9.4264  10.99  0.0042  -0.0006  -0.0109
Si  0.1496  2.7835  12.2194  0.0034  -0.0076  0.0142
Si  2.723  0.1098  12.4167  -0.0068  0.0052  0.0225
Si  -0.0427  8.2249  12.6852  -0.0014  0.0051  0.0146
Si  2.7134  5.4857  12.3817  0.009  0.0039  0.0059
Si  5.5745  2.6873  12.3825  0.0007  0.0028  0.0098
Si  8.2025  -0.016  12.113  0.0019  -0.0019  0.0128
Si  5.4561  8.1724  12.1287  0.001  -0.004  0.0136
Si  8.2537  5.3947  12.4934  -0.0044  0.0016  0.0083
Si  1.6583  3.8464  13.7066  -0.0066  -0.0013  0.0235
Si  3.9558  1.6744  13.7495  0.0003  -0.0094  0.0175
Si  1.0028  10.1011  13.7946  0.0148  0.0016  0.016
Si  4.1693  6.88  13.553  0.0036  -0.0009  0.0242
Si  7.4061  3.5034  13.67  -0.0084  0.0015  0.0215
Si  9.6349  1.3323  13.3296  0.0051  -0.0038  0.0131
Si  6.9576  9.3932  13.3822  -0.0045  0.004  0.0262
Si  9.0754  7.113  13.9668  -0.0046  0.0038  0.0257
Si  3.8349  -6.8725  17.6954  0.0056  -0.0027  0.0629
Si  1.4992  18.8835  22.746  -0.002  -0.0051  0.0574
Si  16.9654  -11.803  28.2119  0.0104  -0.0016  0.0666
Si  -23.8145  -7.7312  21.0007  0.0032  -0.0028  0.0553
Si  -10.2662  6.0035  25.0816  0.0003  -0.0032  0.0571
Si  -6.2999  -6.9548  22.0599  -0.0034  -0.0069  0.0493
Si  1.6289  0.0002  20.044  -0.0016  0.0037  0.0507
Si  17.8118  11.8112  20.4663  -0.0041  0.0005  0.0519
Si  5.4348  -0.0496  15.8071  0.0119  0.002  0.0545
Si  -5.1092  26.8845  15.5276  -0.014  0.0032  0.0507
Si  3.0315  8.9086  15.8207  -0.002  -0.0051  0.0522
Si  -17.5715  12.7149  19.6832  0.0039  -0.0025  0.0561
Si  5.9865  -1.5501  21.3085  -0.0083  0.0028  0.0446
Si  7.4477  -3.4576  19.5516  -0.0064  0.0089  0.0542
Si  24.393  7.838  20.1835  0.0062  0.0055  0.0521
Si  14.6721  10.0726  23.1134  0.0022  0.0082  0.0426
Si  -4.5885  -12.1519  25.037  -0.0058  0.0057  0.0557
Si  -7.6543  4.3703  28.7683  0.0097  0.0017  0.0521
Si  -8.6097  12.8709  26.7612  0.0026  -0.0019  0.0594
Si  4.8306  6.0274  19.9551  0.002  0.0058  0.0513
Si  2.9406  -11.7255  28.1492  -0.0073  -0.0025  0.0456
Si  9.1259  3.5952  17.8943  -0.0032  -0.0073  0.0467
Si  7.9923  0.7044  17.6441  0.0126  -0.0019  0.0573
Si  -12.2178  -17.7614  32.7175  0.0011  -0.0006  0.0563
Si  18.2674  -3.1201  23.2453  -0.0021  -0.006  0.0481
Si  -13.7186  -4.512  16.8059  -0.0048  0.0028  0.0699
Si  -0.0123  1.2895  22.3557  0.0101  0.009  0.0479
Si  -13.5683  -11.2933  22.9663  0.0021  0.0035  0.0465
Si  1.1236  -14.3268  17.761  -0.0053  0.0039  0.0564
Si  -4.8976  3.9144  29.767  -0.0003  0.0061  0.0417
Si  19.0489  5.9368  30.944  0.0047  -0.0028  0.0369
Si  -21.2907  -7.8924  24.8191  -0.0006  0.0036  0.0494
Si  -14.3689  -6.236  23.2177  0.0045  0.0029  0.0485
Si  -9.986  15.4434  16.6869  0.0002  0.0023  0.0405
Si  -9.5733  19.7242  32.5406  0.0035  -0.0033  0.0573
Si  -0.4061  7.5893  30.1139  -0.0079  0.0047  0.0525
Si  7.8837  1.6126  28.8115  -0.0045  0.0052  0.0428
Si  -8.932  0.3432  30.7874  0.002  0.002  0.0468
Si  7.7776  -0.7569  33.0193  0.0003  -0.0022  0.0737
Si  -0.6473  -1.009  18.5284  0.0014  0.0064  0.0579
Si  -3.059  8.7682  30.3506  0.0077  0.0001  0.0455
Si  -12.6501  4.448  25.4077  0.012  -0.0032  0.0458
Si  -8.1066  2.0829  23.7005  -0.0103  -0.0021  0.0414
Si  -0.7061  13.5901  27.4499  -0.0048  -0.0116  0.0563
Si  -12.2169  -2.4201  21.2817  0.004  -0.001  0.051
Si  21.2049  -8.7305  30.3522  0.0031  -0.0016  0.0494
Si  12.6746  28.8901  27.8422  -0.0002  0.0053  0.0581
Si  -7.3274  13.8401  31.3094  -0.0046  -0.0039  0.0501
O  -0.6393  3.3012  31.4663  0.006  -0.0173  -0.0443
O  4.1426  -3.4027  19.7802  0  -0.0017  -0.0207
O  2.8245  -7.7727  27.7999  -0.0099  -0.0169  -0.0339
O  -3.1254  8.6502  33.6799  -0.0036  0.0073  -0.0302
O  -12.4108  -2.154  29.7971  0.0023  0.0005  -0.0224
O  -10.3809  11.945  30.8249  -0.0039  0.0046  -0.0225
O  -14.1457  4.4042  24.8247  -0.0092  0.0015  -0.0315
O  -1.7538  10.9161  33.5285  -0.0073  0.0013  -0.0175
O  1.1283  6.6596  26.4526  -0.0113  -0.0103  -0.0441
O  17.2711  -0.0457  33.4394  0.009  -0.0043  -0.0155
O  13.492  0.4361  27.1775  -0.0023  0.0161  -0.0229
O  -11.8945  5.8558  25.0801  -0.0026  0.0026  -0.0201
O  6.1999  9.777  26.6215  0.0029  -0.0024  -0.062
O  6.1081  18.9585  22.2957  -0.0045  0.007  -0.0306
O  13.5442  27.602  28.3424  -0.0046  0.0067  -0.0176
O  -3.3679  7.3981  31.1554  -0.0008  0.0044  -0.0104
O  0.1676  8.2969  21.8622  -0.0084  0.003  -0.0262
O  -0.2544  3.6362  17.3235  0.0111  0.0058  -0.0229
O  0.9453  4.3875  15.0741  0.0095  -0.0062  -0.0629
O  6.5105  6.3201  16.3048  -0.0053  -0.0059  -0.025
O  10.8253  8.5375  17.8298  0.0057  -0.0096  -0.022
N  11.4936  -8.5887  26.4093  0.0034  0.0041  -0.0383
O  -4.8966  3.9754  22.8644  -0.0102  -0.0017  -0.019
O  -2.1636  7.2456  20.5686  -0.0091  -0.0049  -0.0293
O  8.3741  -5.9745  17.3813  -0.0058  0.0129  -0.0258
O  6.8587  3.9863  15.1257  0.0113  -0.0094  -0.0416
O  5.151  5.7425  14.1929  -0.007  0.0088  -0.0203
O  -8.5163  9.2688  23.3105  -0.002  -0.0039  -0.0136
O  7.9721  8.3053  14.0308  -0.0009  -0.0024  -0.0082
O  -6.6517  13.4311  18.2336  -0.0021  0.014  -0.034
O  2.2762  -1.479  20.0453  -0.0019  0.0012  -0.0245
O  6.5929  0.356  16.8803  -0.0245  -0.007  -0.0349
O  -2.0394  1.506  30.1232  -0.0073  -0.0012  -0.0285
O  -3.976  2.8828  28.9464  0.0064  -0.0068  -0.018
O  8.0408  7.4505  18.0327  0.0065  -0.0112  -0.0479
O  -3.4944  -0.2387  24.3781  0.0119  0.002  -0.0283
O  2.8174  2.7813  14.1713  -0.0025  0.0044  -0.0238
O  -2.3337  2.369  14.0762  -0.0011  0.0012  -0.023
O  4.2701  9.8265  16.3507  -0.0006  0.0006  -0.0181
O  9.5634  11.3789  22.9586  -0.0017  -0.0004  -0.01
O  3.5254  7.8371  14.7107  0.0089  -0.0152  -0.0373
O  -8.8347  10.3297  29.4588  0.0086  -0.0094  -0.0402
O  6.4346  6.1745  19.7635  0.0039  0.0008  -0.0223
O  1.7993  9.7726  15.1973  -0.0163  0.0066  -0.0316
O  6.1922  -0.7761  14.6019  0.0084  -0.0101  -0.0338
O  3.424  -18.3393  23.0675  0.0133  0.0127  -0.0328
O  17.4657  -2.0955  19.8724  0.0075  -0.0099  -0.0303
O  7.4461  2.3357  21.0152  -0.0017  -0.0007  -0.0168
O  4.4492  5.3997  21.3997  0.0001  0.0125  -0.0239
O  9.2051  10.5134  17.4321  -0.0074  0.0041  -0.0208
O  -1.802  3.7149  19.5104  0.0035  0.0056  -0.0587
N  -3.8802  10.6904  21.7223  -0.005  0.0071  -0.0399
O  5.4372  0.8039  19.8211  -0.0044  0.0034  -0.0147
O  -4.3927  -17.4633  34.3302  0.0047  -0.0025  -0.0097
O  -6.4429  -12.0058  21.6463  0.006  -0.003  -0.017
O  2.783  11.9866  19.8372  0.0044  0.0022  -0.0126
O  0.6295  6.125  16.9905  -0.0011  -0.01  -0.0203
O  4.6454  1.2208  15.1734  -0.0079  0.0094  -0.0277
O  -2.4612  2.2394  17.3369  -0.0013  0.001  -0.0219
O  -0.6775  -8.5216  21.3507  -0.0118  0.007  -0.014
O  -1.8055  6.6756  15.5672  0.0144  0.0075  -0.0553
O  4.5067  -0.8059  28.5438  0.0031  0.0008  -0.0216
O  -2.3782  -5.7169  32.3072  -0.0059  0.0087  -0.0201
O  -20.587  -6.3984  24.8572  0.002  0.0001  -0.0168
O  -16.6139  3.219  31.0169  0.0072  0.0044  -0.0266
O  4.5061  -7.9838  20.8319  -0.0018  -0.0149  -0.036
O  -11.0912  0.3115  14.1556  -0.0033  0.0029  -0.018
O  2.4405  -13.6888  17.0694  0.0144  0.011  -0.036
O  9.6598  -12.2464  20.0311  0.0064  0.0079  -0.0363
O  15.5143  4.3815  16.357  0.0171  0.0092  -0.0418
O  15.1111  5.0859  18.815  -0.0086  -0.0164  -0.0372
O  -10.2543  -3.4632  28.9133  0.0153  -0.0032  -0.0268
O  -10.4569  -13.7499  31.4485  -0.0102  -0.0092  -0.0292
O  -34.9651  -6.7012  22.207  0.0058  -0.0101  -0.0332
O  -8.6188  4.0741  17.3754  -0.0112  0.0034  -0.0235
O  -0.099  2.8389  28.9499  0.0007  0.0048  -0.0422
O  -6.0339  -17.2696  28.7721  -0.0061  0.0014  -0.0179
O  7.7116  -0.9026  31.4085  -0.0003  -0.0064  -0.0227
O  -9.7811  -3.8895  23.9252  0.0066  0.02  -0.0449
O  14.037  12.3149  30.8938  -0.0005  -0.0045  -0.0289
O  4.1896  -9.6525  34.1483  -0.003  0.0041  -0.0174
O  -1.429  -6.7876  26.9589  -0.0038  0.0113  -0.0332
O  0.908  0.2964  21.4672  0.0107  -0.0118  -0.0354
O  -9.3119  -3.8663  19.2535  -0.0111  -0.0013  -0.0324
O  -13.8999  11.4725  19.234  0.0067  0.0023  -0.0461
O  -6.0554  -1.0998  24.334  -0.011  0.0001  -0.0275
O  0.5539  -10.8282  18.827  -0.0081  -0.0024  -0.0239
O  8.6533  13.8189  33.5349  0.0073  0.0021  -0.0245
O  -7.89  2.1992  25.3124  0.0041  0.0028  -0.0491
O  6.7753  -2.0646  29.1156  -0.0117  0.0116  -0.0259
O  2.4817  7.8822  33.1302  -0.009  0.0079  -0.0216
O  -1.0872  -7.6642  24.5659  -0.0023  -0.0019  -0.0285
O  -1.2659  -4.6857  30.2379  0.0049  0.0032  -0.0155
O  -3.2961  6.2238  23.0862  -0.0013  0.0005  -0.0086
O  -10.5093  -1.5299  33.751  0.0088  -0.0074  -0.0221
O  -7.3982  0.7769  23.1011  0.0036  -0.0059  -0.0112
O  -0.1265  15.5734  33.5832  -0.0047  -0.0084  -0.0333
O  6.9121  8.1457  24.7499  0.0063  -0.0059  -0.0241
N  -2.2467  8.8256  22.7135  0.0073  0.0011  -0.0157
O  3.0992  14.0538  32.8671  0.0029  0.002  -0.0371
O  2.0441  10.1728  31.9943  0.0031  0.0174  -0.0255
O  -8.2954  -13.238  27.6193  0.0013  -0.0031  -0.0183
O  -8.4154  -3.6038  21.6887  0.0059  0.0026  -0.0321
O  -1.3535  6.8603  34.4327  -0.003  -0.003  -0.0122
N  -20.7211  -8.8669  23.5273  -0.0042  -0.0118  -0.0432
O  -4.0029  0.3941  28.6369  -0.0054  -0.0045  -0.0122
O  7.034  5.0684  30.1901  -0.0101  -0.0056  -0.0224
O  -1.9731  1.6733  27.5469  0.0088  0.0054  -0.0225
O  -6.5007  -4.4593  34.2332  -0.0032  0.0023  -0.0162
O  2.7806  14.8625  30.295  -0.0009  0.0084  -0.0295
H  0.537  2.185  42.393  0.2912  -0.3645  -0.2988
H  2.1688  0.5299  42.393  -0.2884  0.2385  -0.2804
H  3.2405  4.9141  42.3737  0.1615  -0.517  -0.2212
H  4.8843  3.2723  42.3737  -0.2799  0.1918  -0.2898
H  2.205  5.9758  42.3598  -0.2434  0.4436  -0.2355
H  0.5567  7.6146  42.3598  0.1858  -0.2876  -0.2926
H  4.9121  8.6789  42.4047  -0.3397  0.3427  -0.2742
H  3.2656  10.3195  42.4047  0.2014  -0.3218  -0.2688
H  7.6335  0.5182  42.3678  -0.4844  0.1956  -0.2635
H  5.9975  2.1686  42.3678  0.2974  -0.2022  -0.2567
H  10.3661  3.2423  42.4321  -0.3714  0.3063  -0.245
H  8.7165  4.8795  42.4321  0.2204  -0.2778  -0.2713
H  7.6137  5.996  42.405  -0.2389  0.2387  -0.312
H  5.9675  7.637  42.405  0.3985  -0.3146  -0.2321
H  8.6957  10.3761  42.3932  0.4836  -0.2138  -0.2319
H  10.3406  8.7342  42.3932  -0.2225  0.2528  -0.2762
H  0.8301  1.8807  6.0529  -0.2392  0.3641  0.3
H  -0.8134  3.5239  6.0529  0.2876  -0.2498  0.2892
H  1.8915  0.8047  5.9782  0.2667  -0.3595  0.2194
H  3.5348  -0.8393  5.9782  -0.2756  0.3302  0.228
H  -0.8034  8.9987  5.9484  0.2813  -0.2846  0.2368
H  0.828  7.3431  5.9484  -0.3087  0.3165  0.2385
H  1.9016  6.2755  6.0069  0.346  -0.2692  0.2876
H  3.5245  4.6121  6.0069  -0.2116  0.3276  0.3009
H  6.2662  1.8867  5.9397  -0.2705  0.3781  0.203
H  4.6168  3.5232  5.9397  0.3439  -0.1987  0.2584
H  7.3282  0.8143  6.0319  0.2915  -0.3102  0.325
H  8.9975  -0.8031  6.0319  -0.2725  0.2842  0.2929
H  6.2668  7.3402  6.0399  -0.3645  0.2196  0.2766
H  4.6127  8.9733  6.0399  0.3312  -0.257  0.2915
H  8.9793  4.6106  5.9825  -0.2957  0.2723  0.2098
H  7.3459  6.2643  5.9825  0.3178  -0.2784  0.2366

Results
free energy: -154613.971 eV
free energy less fixed offsets of H -15.71, N -386.36, O -570.45, Si -639.56 eV per atom: -1.471 eV

The program warned: the cutoff lies below the one the program advises for these potential files; the forces do not sum to zero within the program's tolerance; empty levels may hold ghost states of the PAW files; the exchange-correlation potential is rough where the density is thin.
